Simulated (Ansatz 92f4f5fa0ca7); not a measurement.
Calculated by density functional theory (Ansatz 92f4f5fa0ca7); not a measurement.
Periodic cell of 227 atoms, Si134O92H1, from a study of silicon, its oxide and their interface. The atomic structure is a simulated model.
Doubt: the cutoff is low for norm-conserving oxygen, so forces and energies are approximate.

Settings: functional HSE06; potential files SPMS norm-conserving; basis plane waves; wave-function cutoff 800 eV; density cutoff ratio 4; exchange-correlation grid ratio 1; k mesh 1 x 1 x 1, Gamma-centred; occupations fixed; spin none; net charge +1 e, with a uniform compensating background and no finite-size correction.

Cell vectors (angstrom)
a, 10.938, 0, 0
b, 0, 10.938, 0
c, 0, 0, 32.9298

Atoms: element, x, y, z (angstrom)
Si, 0.3003, -0.2272, 25.4743
Si, 5.8648, -0.243, 25.4746
Si, 2.5222, 3.0808, 25.332
Si, 7.9397, 3.2113, 25.3644
Si, 0.2484, 5.3478, 25.3135
Si, 5.7052, 5.4936, 25.4746
Si, 2.4897, 8.4035, 25.5137
Si, 8.0168, 8.3762, 25.7678
Si, 1.4119, 1.4503, 26.71
Si, 6.8892, 1.4827, 26.6943
Si, 4.0953, 4.2103, 26.6883
Si, 9.5973, 4.2022, 26.7051
Si, 1.3389, 6.847, 26.8092
Si, 6.8112, 6.863, 27.016
Si, 4.1386, 9.6106, 26.7281
Si, 9.6456, 9.6326, 26.8467
Si, 2.7472, 0.0404, 28.1079
Si, 8.2051, 0.0685, 28.1307
Si, -0.025, 2.7492, 28.0974
Si, 5.4335, 2.7673, 28.0858
Si, 2.7358, 5.4888, 28.1436
Si, 8.2441, 5.4616, 28.1952
Si, -0.0121, 8.1967, 28.1854
Si, 5.3942, 8.2496, 28.2089
Si, 4.1018, 1.3673, 29.5116
Si, 9.5708, 1.3673, 29.5116
Si, 1.3673, 4.1018, 29.5116
Si, 6.8362, 4.1018, 29.5116
Si, 4.1018, 6.8362, 29.5116
Si, 9.5708, 6.8362, 29.5116
Si, 1.3673, 9.5708, 29.5116
Si, 6.8362, 9.5708, 29.5116
Si, 0, 0, 30.8788
Si, 5.469, 0, 30.8788
Si, 2.7345, 2.7345, 30.8788
Si, 8.2035, 2.7345, 30.8788
Si, 0, 5.469, 30.8788
Si, 5.469, 5.469, 30.8788
Si, 2.7345, 8.2035, 30.8788
Si, 8.2035, 8.2035, 30.8788
Si, 1.3673, 1.3673, 32.2461
Si, 6.8362, 1.3673, 32.2461
Si, 4.1018, 4.1018, 32.2461
Si, 9.5708, 4.1018, 32.2461
Si, 1.3673, 6.8362, 32.2461
Si, 6.8362, 6.8362, 32.2461
Si, 4.1018, 9.5708, 32.2461
Si, 9.5708, 9.5708, 32.2461
Si, 2.7345, 0, 0.6835
Si, 8.2035, 0, 0.6835
Si, 0, 2.7345, 0.6835
Si, 5.469, 2.7345, 0.6835
Si, 2.7345, 5.469, 0.6835
Si, 8.2035, 5.469, 0.6835
Si, 0, 8.2035, 0.6835
Si, 5.469, 8.2035, 0.6835
Si, 4.1018, 1.3673, 2.0507
Si, 9.5708, 1.3673, 2.0507
Si, 1.3673, 4.1018, 2.0507
Si, 6.8362, 4.1018, 2.0507
Si, 4.1018, 6.8362, 2.0507
Si, 9.5708, 6.8362, 2.0507
Si, 1.3673, 9.5708, 2.0507
Si, 6.8362, 9.5708, 2.0507
Si, 0, 0, 3.418
Si, 5.469, 0, 3.418
Si, 2.7345, 2.7345, 3.418
Si, 8.2035, 2.7345, 3.418
Si, 0, 5.469, 3.418
Si, 5.469, 5.469, 3.418
Si, 2.7345, 8.2035, 3.418
Si, 8.2035, 8.2035, 3.418
Si, 1.3863, 1.3343, 4.7951
Si, 6.8444, 1.3746, 4.7658
Si, 4.0915, 4.0916, 4.7362
Si, 9.6102, 4.0319, 4.8955
Si, 1.3939, 6.7935, 4.7774
Si, 6.8902, 6.7957, 4.8144
Si, 4.0527, 9.5526, 4.8182
Si, 9.55, 9.5994, 4.6795
Si, 2.6894, -0.0095, 6.2463
Si, 8.2075, -0.0395, 6.0881
Si, 0.0392, 2.5481, 6.3114
Si, 5.446, 2.716, 6.0819
Si, 2.7108, 5.3722, 6.1629
Si, 8.2891, 5.4378, 6.3027
Si, -0.098, 8.1715, 5.9702
Si, 5.3725, 8.0952, 6.1153
Si, 3.9062, 1.6085, 7.4848
Si, 9.7571, 0.871, 7.6315
Si, 1.6313, 3.7883, 7.5607
Si, 6.6448, 4.1981, 7.441
Si, 4.3862, 6.3923, 7.4685
Si, 9.298, 7.2863, 7.5148
Si, 1.0888, 9.5406, 7.3831
Si, 6.9211, 9.3738, 7.2682
O, 5.5377, 5.3139, 7.9499
O, -0.2682, -0.6553, 8.4324
O, 2.8043, 2.7139, 7.9982
O, 7.9382, 8.1767, 7.7182
O, 1.4216, 9.5725, 25.0447
O, 6.7637, 4.3164, 24.9879
O, 6.9792, 9.514, 25.2029
O, -0.3274, 6.0575, 23.9161
O, 6.5122, 10.1788, 8.6525
O, 1.1101, 4.4394, 8.9806
O, 1.6994, 8.4938, 8.4967
O, 7.2069, 3.3579, 8.7359
O, 9.959, 7.6526, 9.0248
O, 4.6118, 1.077, 8.8853
O, 3.7672, 6.8743, 8.9251
O, 9.1822, 1.574, 8.9801
O, 5.5188, 0.2486, 23.949
O, 8.6542, 2.8822, 23.9212
O, 8.4123, 6.1188, 22.2914
O, 5.266, 6.3987, 24.1627
O, 8.4793, 7.4247, 24.5331
O, 3.2871, 2.4589, 24.0002
O, 2.9089, 7.575, 24.149
O, 10.6058, 0.3131, 24.0619
Si, 5.6718, 10.04, 12.3563
Si, 9.5212, 4.9223, 14.6924
Si, 17.8257, 15.2328, 16.515
Si, 2.8752, 8.407, 18.3803
Si, 4.1959, 4.1694, 14.8807
Si, 0.0782, 0.6912, 22.5183
Si, 3.6304, 14.2537, 19.8399
Si, -2.2992, 2.5448, 22.3312
Si, -2.3243, 9.5805, 12.235
Si, 2.9674, 1.7627, 22.5415
Si, 6.1926, 1.9838, 18.4759
Si, 8.1605, 2.5768, 9.7833
Si, 10.2056, -1.8335, 9.744
Si, 14.0333, 8.2851, 9.3482
Si, 1.3924, 7.7734, 11.4868
Si, 7.2198, 11.3857, 20.9428
Si, 8.5422, 5.2835, 20.9003
Si, 1.5322, 4.7425, 10.5333
Si, 14.7939, -4.4796, 20.2799
Si, -1.1646, 9.3831, 21.2667
Si, 6.6198, 6.2742, 18.9455
Si, 12.6058, 1.593, 18.0425
Si, 3.7741, -1.345, 14.6327
Si, 11.3517, 7.9203, 16.7431
Si, 2.6895, 12.5602, 14.1243
Si, 4.9333, -0.5221, 22.6269
Si, 10.9694, 2.4207, 15.5161
Si, 4.1045, 10.8423, 17.3516
Si, 2.9174, 6.8957, 15.944
Si, 3.8273, 3.4628, 12.091
Si, -1.58, 7.37, 19.0253
Si, 6.4949, 1.9547, 12.2009
Si, 8.9818, 12.4431, 13.5723
Si, 9.9436, 3.634, 11.9479
Si, 9.3822, 6.9606, 23.2861
Si, 4.2643, 7.3382, 23.2708
Si, 5.0751, -0.4193, 9.3232
Si, 10.5762, -3.1047, 14.0066
O, 7.2857, 1.7086, 21.9914
O, 3.7548, 9.7725, 18.5546
O, 8.9092, 3.7887, 21.3341
O, 8.7927, 10.8944, 13.1589
O, 9.9468, 8.6622, 19.817
O, 10.9043, 8.7284, 15.3603
O, 13.8071, 8.3203, 10.9744
O, 1.3689, 1.6366, 22.4539
O, 4.0091, 4.5427, 13.2991
O, 9.6447, 5.9972, 19.8976
O, 3.5246, -8.2232, 21.3523
O, 11.9321, 7.6413, 13.0616
O, 1.296, 6.3339, 10.7511
O, 5.1154, 13.86, 19.2742
O, 11.3662, -2.0088, 10.8437
O, 5.8197, 10.6245, 21.2793
O, 9.0073, -1.1803, 10.6244
O, 3.036, 8.1439, 14.8708
O, 3.5621, 13.5953, 15.0899
O, -1.0877, 1.5934, 21.9105
O, 1.3264, 6.6595, 16.2404
O, 3.0485, 4.2013, 10.8548
O, 7.0442, 9.1883, 12.2088
O, 7.2048, 1.1346, 19.4516
O, 4.7677, -1.7138, 13.4019
O, 0.1449, 10.3012, 21.5807
O, 8.2397, 15.6163, 15.673
O, 2.9959, 2.1353, 12.5854
O, 16.3057, 0.8464, 17.6627
O, 14.8853, -4.3989, 21.8989
O, 11.443, 13.1287, 17.0484
O, 9.0058, 14.6397, 10.6044
O, 9.9544, 6.479, 14.6436
O, -7.3109, 7.4188, 17.3118
O, 1.1303, 1.8288, 14.4818
O, 1.3813, 8.8181, 17.7514
O, 2.4488, 13.7154, 18.8505
O, 15.9478, -0.6997, 10.8934
O, 10.7585, 4.0214, 15.2616
O, 7.3073, 1.6253, 10.8033
O, 3.5032, 11.1611, 22.3954
O, 5.3667, 3.0251, 11.7336
O, 3.4894, 5.4276, 15.6142
O, 2.9302, 10.9361, 14.1874
O, -3.355, 13.3038, 13.3581
O, 7.7355, 7.4736, 18.8054
O, 4.526, -0.9239, 16.0091
O, 9.2808, 4.5746, 13.1003
O, 4.8618, 8.8149, 22.9188
O, 5.8385, 11.5685, 12.8796
O, -1.3907, 1.6732, 15.0965
O, 11.9269, 0.6376, 19.1669
O, 3.4632, 4.9357, 19.8767
O, 9.4606, 8.4232, 12.9806
O, 7.1338, 5.2167, 20.0868
O, -0.8639, 7.3595, 17.5673
O, 5.7283, 4.0859, 15.3907
O, 8.3952, 10.2658, 21.1744
O, 10.0421, 13.0355, 12.4779
O, 9.8382, 8.2807, 22.4658
O, -10.413, 4.026, 11.5736
O, 5.2445, -4.0407, 19.5323
O, 7.0427, 13.8709, 17.4313
O, 13.6846, 11.7211, 17.0978
O, 3.983, -1.4555, 8.7072
O, 2.7409, 7.5665, 19.7752
O, 1.3589, 4.1879, 24.8641
O, 6.463, 16.4699, 17.5012
H, 11.6804, -0.2622, 18.8936

Results
free energy: -56413.293 eV
free energy less fixed offsets of H -15.86, O -447.96, Si -113.29 eV per atom: -4.253 eV
gap between the highest filled and lowest empty level on this k mesh: 0.996 eV

The program warned: the cutoff lies below the one the program advises for these potential files; the forces do not sum to zero within the program's tolerance; the exchange-correlation potential is rough where the density is thin.
